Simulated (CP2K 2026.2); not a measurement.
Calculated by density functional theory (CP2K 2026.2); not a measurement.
Periodic cell of 504 atoms, Si360O144, from a study of silicon, its oxide and their interface. The atomic structure is a simulated model.
Doubt: the forces sum to 0.64 eV/angstrom along one axis rather than to zero, so they err by at least 0.0013 eV/angstrom per atom on average; the grid cutoff is modest.

Settings
functional: PBE
method: Gaussian and plane waves
basis set: DZVP-MOLOPT-SR-GTH
pseudopotentials: GTH-PBE
grid cutoff: 350 Ry, relative cutoff 50 Ry
k points: Gamma only
occupations: fixed
spin: none
net charge: 0

Cell vectors (angstrom)
a	16.32	0	0
b	0	16.32	0
c	-2.0343	-1.1114	33.746

Atoms and the computed forces on them: element, x, y, z (angstrom), force x, y, z (eV/angstrom)
Si	1.026	15.188	0.469	-0.026	0.16	0.558
Si	4.279	1.046	0.115	-0.12	0.2	0.701
Si	1.137	4.332	0.02	0.318	-0.42	0.637
Si	1.818	5.91	33.611	0.265	-0.128	0.772
Si	-0.427	8.132	33.674	-0.137	0.17	0.792
Si	2.386	10.909	33.739	-0.237	0.053	0.807
Si	6.473	15.054	0.026	0.32	-0.07	0.643
Si	7.212	0.561	33.715	0.167	-0.233	0.767
Si	6.974	3.851	0.07	-0.085	0.205	0.756
Si	9.823	6.66	0.028	-0.251	0.073	0.737
Si	4.646	8.737	33.62	0.124	-0.251	0.721
Si	9.888	12.26	0.109	-0.251	0.062	0.616
Si	12.571	14.578	0.26	-0.054	0.171	0.783
Si	15.141	0.969	0.09	0.02	0.201	0.614
Si	12.085	4.478	0.062	0.061	-0.274	0.71
Si	15.085	6.509	0.188	-0.209	0.435	0.6
Si	11.886	9.835	0.071	0.203	-0.052	0.737
Si	14.83	12.462	0.139	0.075	-0.207	0.665
Si	2.706	0.045	1.541	0.012	0.017	-0.011
Si	5.431	2.669	1.366	0.018	0.002	-0.064
Si	2.778	5.444	1.276	0.004	0.029	-0.062
Si	5.482	8.206	1.153	-0.009	0.024	-0.038
Si	2.751	10.864	1.222	0.006	0.006	-0.046
Si	5.412	13.564	1.458	-0.006	-0.032	-0.038
Si	8.173	16.262	1.211	0.007	0.005	-0.06
Si	10.912	2.769	1.228	0.012	0.008	-0.07
Si	8.191	5.469	1.273	0.006	-0.013	-0.041
Si	10.858	8.224	1.423	0.009	-0.017	-0.045
Si	8.188	11.029	1.247	0.002	0.004	-0.022
Si	11.021	13.549	1.648	0.004	-0.017	-0.03
Si	13.625	16.242	1.496	0.009	-0.006	-0.051
Si	-0.02	2.678	1.269	0.005	-0.002	-0.037
Si	13.542	5.481	1.581	-0.015	-0.01	-0.019
Si	-0.009	8.184	1.284	0.007	0.007	-0.048
Si	13.594	10.872	1.353	-0.022	-0.011	-0.086
Si	16.194	13.6	1.651	0.007	-0.021	-0.007
Si	1.336	1.447	2.788	-0.053	0.019	0.014
Si	4.087	4.081	2.676	0.005	-0.002	-0.002
Si	1.361	6.782	2.652	0.005	0.003	0.027
Si	4.115	9.516	2.62	-0.01	-0.022	0.027
Si	1.403	12.186	2.702	0.008	-0.021	0.01
Si	4.034	14.91	2.807	0.005	0.01	0.013
Si	6.823	1.282	2.681	0.024	-0.006	0.02
Si	9.552	4.108	2.662	-0.014	-0.031	0.029
Si	6.793	6.834	2.589	-0.004	0.015	-0.009
Si	9.443	9.583	2.694	-0.006	0.02	0.013
Si	6.857	12.271	2.746	0.002	-0.007	0.022
Si	9.526	14.996	2.708	-0.022	0.021	-0.013
Si	12.211	1.382	2.665	-0.014	0.006	0.017
Si	14.948	4.005	2.732	0.029	-0.021	0.022
Si	12.224	6.914	2.834	-0.013	0.005	0.026
Si	14.971	9.517	2.683	0.012	0.006	0.026
Si	12.322	12.139	2.907	0.034	-0.008	0.028
Si	14.876	14.943	2.984	-0.013	0.012	0.046
Si	0.006	0.034	4.162	0.009	-0.013	-0.024
Si	2.724	2.784	4.105	-0.017	-0.015	0.008
Si	0.012	5.417	4.041	-0.012	0.016	-0.007
Si	2.741	8.153	4.006	-0.01	0.029	-0.026
Si	0.023	10.852	4.063	-0.02	0.026	-0.002
Si	2.698	13.542	4.129	0.005	-0.003	0.026
Si	5.451	-0.028	4.087	0.015	0.006	-0.007
Si	8.178	2.713	4.015	0.002	-0.012	-0.025
Si	5.46	5.463	3.995	-0.002	0.001	0.015
Si	8.11	8.177	4.028	-0.008	0.009	-0.006
Si	5.457	10.868	4.036	-0.022	0.002	-0.007
Si	8.192	13.635	4.101	0.005	-0.01	-0.004
Si	10.863	0.04	4.069	0.022	-0.017	0.008
Si	13.575	2.687	4.088	0.018	-0.005	0.006
Si	10.858	5.467	4.087	-0.002	-0.009	-0.017
Si	13.642	8.21	4.134	-0.006	0.008	0.01
Si	10.852	10.825	4.142	0.024	0	-0.018
Si	13.568	13.553	4.285	-0.007	-0.008	0.017
Si	1.383	14.987	16.284	0.02	0.005	-0.006
Si	4.034	1.37	16.305	-0.012	-0.016	-0.01
Si	1.352	4.082	16.355	-0.006	0	-0.008
Si	4.069	6.787	16.357	-0.006	-0.012	0.001
Si	1.399	9.51	16.334	0.002	0.009	-0.004
Si	4.13	12.232	16.352	0.003	0.011	0.008
Si	6.798	14.96	16.279	-0.018	-0.005	-0.011
Si	9.513	1.374	16.295	-0.002	0	-0.014
Si	6.795	4.112	16.305	0.004	0.007	-0.014
Si	9.507	6.835	16.369	0.02	0.004	-0.003
Si	6.828	9.526	16.372	0.011	0.011	-0.001
Si	9.508	12.217	16.308	-0.009	0.003	0.005
Si	12.259	14.972	16.299	0	0.014	-0.014
Si	14.954	1.369	16.313	-0.007	-0.001	0.005
Si	12.258	4.113	16.313	0.015	0.007	-0.005
Si	14.937	6.723	16.331	0.001	-0.021	-0.008
Si	12.222	9.487	16.289	0.008	0	-0.013
Si	14.957	12.225	16.293	-0.02	0.001	-0.01
Si	2.672	0.039	17.703	-0.012	0.027	0.024
Si	5.399	2.756	17.608	-0.01	0.007	-0.019
Si	2.7	5.437	17.745	-0.004	0.01	0.011
Si	5.463	8.133	17.696	-0.005	-0.005	-0.02
Si	2.778	10.863	17.713	-0.003	-0.008	0.015
Si	5.508	13.61	17.7	0.017	-0.005	0.006
Si	8.129	0.016	17.625	0.011	0.001	0.001
Si	10.88	2.757	17.617	-0.021	-0.005	-0.023
Si	8.143	5.45	17.705	-0.004	0.003	0.014
Si	10.868	8.211	17.734	-0.014	0.011	-0.002
Si	8.194	10.883	17.76	0.013	-0.003	0.023
Si	10.87	13.608	17.605	0	-0.011	0.023
Si	13.611	0.008	17.682	0.007	-0.008	0.021
Si	-0.032	2.725	17.7	0.004	0.004	-0.008
Si	13.578	5.411	17.781	0.004	-0.003	0.03
Si	0.033	8.072	17.606	0.01	-0.009	-0.026
Si	13.607	10.813	17.617	0.005	0.011	-0.009
Si	0.015	13.618	17.589	-0.005	0.004	-0.02
Si	1.253	1.363	19.111	-0.001	-0.011	-0.037
Si	4.057	4.023	19.055	0.001	-0.03	-0.018
Si	1.328	6.81	19.107	-0.004	-0.002	0.001
Si	4.168	9.491	19.087	0.014	0.01	-0.009
Si	1.351	12.276	18.947	0.021	-0.019	-0.02
Si	4.117	15.01	18.971	0.02	-0.021	-0.026
Si	6.763	1.425	18.932	0.01	-0.005	-0.027
Si	9.549	4.095	19.012	0.034	-0.013	-0.023
Si	6.768	6.765	19.103	-0.029	0.037	-0.011
Si	9.547	9.549	19.193	0.013	0.014	-0.033
Si	6.905	12.307	19.13	-0.019	0.033	-0.009
Si	9.509	14.983	18.953	0.008	0.014	-0.032
Si	12.216	1.415	18.975	-0.002	0.021	-0.027
Si	14.953	4.014	19.151	-0.008	0.006	-0.013
Si	12.187	6.83	19.094	0.005	0.004	-0.033
Si	14.972	9.376	18.915	-0.02	-0.006	-0.034
Si	12.218	12.192	18.899	-0.004	-0.004	-0.044
Si	15.032	14.96	18.997	0.014	-0.002	-0.014
Si	-0.08	-0.015	20.541	0.007	0.027	0.044
Si	2.659	2.7	20.436	-0.01	-0.004	0.068
Si	-0.03	5.435	20.51	0.005	-0.003	0.054
Si	2.753	8.157	20.455	0.012	-0.006	0.035
Si	0.009	10.769	20.161	0.012	0.015	0.017
Si	2.713	13.677	20.271	-0.009	0.013	0.037
Si	5.433	0.106	20.317	-0.027	-0.01	0.06
Si	8.163	2.718	20.288	-0.014	-0.006	0.05
Si	5.405	5.345	20.451	0.016	0.01	0.015
Si	8.17	8.082	20.485	0.028	0.007	0.055
Si	5.553	10.897	20.433	0.02	-0.014	0.039
Si	8.31	13.691	20.505	-0.02	-0.057	0.065
Si	10.838	0.064	20.269	-0.017	-0.01	0.043
Si	13.537	2.621	20.488	0.031	0.001	0.054
Si	10.823	5.458	20.455	-0.012	0.008	0.051
Si	13.628	8.148	20.412	-0.008	-0.008	0.052
Si	10.941	11.019	20.488	-0.04	-0.015	0.05
Si	13.641	13.511	20.165	-0.009	-0.001	0.033
Si	1.639	15.2	21.715	-0.202	-0.135	-0.768
Si	3.837	1.141	21.733	0.171	0.147	-0.782
Si	1.546	4.263	21.805	-0.176	-0.156	-0.708
Si	3.806	6.462	21.746	0.123	0.218	-0.729
Si	1.624	9.883	21.605	-0.156	-0.303	-0.678
Si	3.884	12.127	21.528	0.245	0.082	-0.654
Si	7.062	15.364	21.592	-0.036	-0.246	-0.761
Si	9.287	1.196	21.653	0.249	0.089	-0.751
Si	6.997	4.142	21.717	-0.214	-0.081	-0.714
Si	9.181	6.436	21.869	0.207	0.213	-0.714
Si	7.006	9.602	21.803	-0.101	0.049	-0.8
Si	10.111	12.803	21.874	-0.242	-0.178	-0.781
Si	12.278	14.935	21.356	-0.065	-0.036	-0.539
Si	14.42	0.862	21.859	0.272	0.205	-0.713
Si	12.394	4.281	21.711	-0.146	-0.231	-0.732
Si	14.648	6.529	21.814	0.243	0.2	-0.724
Si	12.559	9.814	21.667	-0.098	-0.059	-0.644
Si	14.791	11.912	21.423	-0.12	0.092	-0.623
Si	3.691	4.01	26.016	-0.037	0.118	-0.145
Si	1.22	-0.553	31.164	0.013	0.044	0.092
Si	12.446	13.37	29.932	0.016	-0.059	-0.02
Si	12.015	8.793	24.533	-0.07	-0.022	-0.022
Si	9.682	2.626	26.597	0.091	-0.053	-0.044
Si	2.192	9.222	24.325	-0.056	0.092	-0.035
Si	5.788	13.499	23.552	-0.04	0.044	-0.142
Si	0.097	13.418	23.673	0.025	0.098	-0.052
Si	8.273	11.538	23.742	0.016	-0.066	0.067
Si	2.029	6.498	25.793	0.053	-0.152	0.129
Si	4.884	8.381	23.817	-0.021	-0.027	-0.146
Si	14.477	6.927	24.782	0.055	0.079	-0.081
Si	5.793	0.797	28.762	-0.093	-0.016	0.098
Si	7.183	-0.684	30.993	0.043	0.029	0.115
Si	9.431	5.459	27.399	-0.143	0.14	0.008
Si	4.761	3.702	28.937	0.066	0.108	0.008
Si	6.455	12.964	28.415	-0.063	-0.124	-0.041
Si	-0.824	12.706	29.605	-0.11	-0.007	0.049
Si	-1.437	3.203	30.84	-0.042	0.034	0.2
Si	13.618	1.51	24.619	0.085	0.004	-0.166
Si	1.889	11.785	25.757	-0.076	-0.068	-0.029
Si	10.537	11.226	30.029	0.042	0.038	0.006
Si	13.653	-0.325	27.108	-0.048	0.14	0.04
Si	3.247	15.224	29.093	0.032	0.02	-0.017
Si	6.671	7.983	26.186	0.121	-0.103	-0.053
Si	9.412	7.337	24.889	0.005	0.029	-0.103
Si	11.17	8.34	31.128	0.074	0.084	0.098
Si	3.759	4.607	31.628	-0.109	-0.031	0.083
Si	11.045	2.507	23.878	-0.065	-0.034	-0.145
Si	13.969	9.495	31.654	-0.008	0.068	0.107
Si	7.265	0.74	25.964	-0.072	-0.105	-0.059
Si	-0.207	7.598	27.306	-0.042	-0.008	-0.119
Si	10.793	12.699	27.546	-0.055	0.052	0.1
Si	8.66	13.112	31.737	-0.053	-0.006	0.207
Si	4.854	12.607	26.037	0.006	-0.073	0.126
Si	-1.574	10.074	28.588	-0.046	-0.135	-0.002
Si	8.622	14.796	27.24	0.094	-0.032	-0.096
Si	5.56	2.465	24.018	-0.036	0.014	-0.067
Si	-1.481	13.628	25.946	-0.014	-0.081	-0.01
Si	11.602	5.799	29.396	0.076	-0.074	0.117
Si	5.006	13.683	30.903	-0.04	-0.04	0.035
Si	6.774	6.169	28.69	-0.043	-0.02	0.082
Si	-1.726	5.237	28.744	-0.024	-0.123	-0.078
Si	1.007	3.897	24.801	0.052	0.059	-0.121
Si	0.738	12.78	32.041	0.091	0.064	0.005
Si	11.969	4.016	31.629	0.079	0.079	0.199
Si	6.018	6.854	31.597	0.056	0.062	0.003
Si	12.142	-0.2	30.998	-0.131	0.011	0.115
Si	10.816	0.466	28.408	0.034	-0.045	0.018
Si	1.061	13.725	27.693	0.098	0.046	-0.008
Si	13.097	11.125	26.312	0.083	0	0.12
Si	14.609	3.978	25.956	0.102	0.105	0.041
Si	-1.361	0.472	29.707	0.051	0.005	-0.045
Si	7.132	10.849	26.477	0.009	0.089	-0.107
Si	1.366	14.95	5.472	-0.004	-0.006	0.009
Si	4.091	1.37	5.418	-0.015	-0.015	0.003
Si	1.363	4.117	5.461	-0.015	-0.005	0.021
Si	4.092	6.801	5.386	0	-0.013	-0.003
Si	1.383	9.489	5.411	0.002	0.002	0.002
Si	4.103	12.207	5.442	-0.006	-0.017	0.001
Si	6.808	14.959	5.464	-0.002	0.01	0.006
Si	9.514	1.387	5.434	-0.01	0.006	0.003
Si	6.807	4.086	5.369	0.004	0.003	0.001
Si	9.478	6.818	5.415	0.01	0.018	0.004
Si	6.78	9.515	5.428	0.012	0.005	0.01
Si	9.527	12.251	5.462	-0.005	0.01	0.01
Si	12.18	14.982	5.495	-0.022	0.003	0.006
Si	14.935	1.367	5.489	-0.01	-0.001	0.012
Si	12.232	4.092	5.427	0.004	0	0.003
Si	14.986	6.785	5.428	0.017	-0.009	0.007
Si	12.241	9.508	5.497	0.005	0.009	0.018
Si	15.014	12.198	5.505	0.011	-0.013	0.006
Si	2.742	0.003	6.796	-0.004	0.002	-0.002
Si	5.452	2.739	6.767	0.003	0.002	-0.009
Si	2.741	5.467	6.795	-0.015	0.004	0.003
Si	5.429	8.15	6.783	-0.006	0.01	0
Si	2.727	10.854	6.792	0.008	0.011	0.003
Si	5.447	13.586	6.805	0.004	-0.004	-0.001
Si	8.162	0.018	6.805	0.008	-0.003	0.003
Si	10.876	2.736	6.798	-0.007	-0.007	-0.001
Si	8.14	5.44	6.773	-0.007	0	-0.006
Si	10.865	8.134	6.807	0.012	0.003	0.005
Si	8.149	10.877	6.791	0.004	-0.004	0.002
Si	10.852	13.609	6.852	0.009	0.021	0.004
Si	13.581	-0.002	6.837	0.001	-0.016	-0.002
Si	-0.004	2.741	6.809	0.012	0.002	0.001
Si	13.604	5.44	6.788	0.009	0.003	0.005
Si	0.024	8.146	6.791	-0.003	-0.009	0
Si	13.61	10.869	6.845	-0.004	0.01	-0.002
Si	0.021	13.591	6.844	-0.003	-0.003	0.01
Si	1.365	1.362	8.149	-0.013	-0.01	-0.009
Si	4.092	4.087	8.143	0.003	0.002	-0.008
Si	1.377	6.807	8.168	0.004	0.008	0.006
Si	4.08	9.504	8.16	-0.014	-0.004	0.003
Si	1.386	12.222	8.174	-0.002	0.013	-0.003
Si	4.091	14.957	8.16	0.005	0.003	0
Si	6.797	1.381	8.152	0.006	-0.006	-0.008
Si	9.507	4.092	8.148	0.018	0.008	0.001
Si	6.79	6.794	8.146	-0.009	-0.01	-0.002
Si	9.517	9.519	8.154	0.004	0.006	-0.01
Si	6.801	12.231	8.167	-0.005	0.006	-0.003
Si	9.498	14.977	8.19	-0.005	-0.016	0.001
Si	12.224	1.373	8.174	0.005	0.002	-0.007
Si	14.957	4.092	8.168	-0.001	0.002	-0.002
Si	12.238	6.786	8.16	-0.014	-0.015	0
Si	14.978	9.495	8.172	-0.008	0.004	-0.012
Si	12.247	12.249	8.182	0.014	0.013	-0.001
Si	14.955	14.949	8.177	0	-0.009	0.005
Si	0.006	-0.001	9.512	-0.013	-0.008	-0.003
Si	2.727	2.726	9.504	0	0	-0.007
Si	0.005	5.448	9.519	0.002	0.001	-0.001
Si	2.726	8.162	9.537	-0.002	0.003	-0.003
Si	0.013	10.866	9.532	0.004	0.008	-0.007
Si	2.734	13.596	9.526	-0.001	-0.013	0.002
Si	5.446	0.008	9.515	0	-0.004	0.001
Si	8.156	2.733	9.521	-0.008	0.002	-0.005
Si	5.44	5.442	9.521	0	0.002	0.003
Si	8.154	8.155	9.506	0.003	0.001	-0.007
Si	5.437	10.871	9.517	0.001	-0.002	-0.01
Si	8.149	13.599	9.532	-0.002	0.014	-0.001
Si	10.871	0.013	9.539	0.002	-0.008	-0.002
Si	13.595	2.727	9.521	-0.003	-0.003	0
Si	10.872	5.436	9.517	0.011	-0.009	0.006
Si	13.602	8.146	9.523	0.008	-0.004	-0.003
Si	10.88	10.876	9.52	0.004	0.008	-0.007
Si	13.606	13.596	9.549	-0.006	0.011	0.007
Si	1.362	14.956	10.875	0	0.006	-0.005
Si	4.079	1.365	10.873	0.001	-0.009	-0.002
Si	1.368	4.084	10.867	-0.01	-0.001	0.001
Si	4.083	6.798	10.889	-0.012	0.005	0.008
Si	1.369	9.516	10.904	0.006	0.001	0
Si	4.086	12.232	10.884	0.008	0.008	0.001
Si	6.797	14.966	10.885	0.003	-0.015	0.004
Si	9.509	1.374	10.894	0.001	0.002	0.003
Si	6.799	4.09	10.888	0.001	-0.001	0.002
Si	9.514	6.802	10.873	0.006	-0.001	-0.002
Si	6.8	9.513	10.871	-0.008	0.008	-0.006
Si	9.519	12.238	10.878	0	0.009	-0.005
Si	12.239	14.966	10.888	0.007	0.001	0.005
Si	14.959	1.358	10.865	0.006	-0.005	-0.002
Si	12.233	4.08	10.879	-0.001	-0.001	-0.001
Si	14.962	6.796	10.888	-0.007	-0.004	0.001
Si	12.245	9.516	10.879	0.002	0.003	-0.005
Si	14.973	12.227	10.897	-0.003	-0.002	0.002
Si	2.719	0.002	12.233	-0.004	-0.003	0.005
Si	5.432	2.726	12.239	-0.001	-0.002	-0.001
Si	2.715	5.442	12.243	0.007	0.001	-0.001
Si	5.447	8.163	12.242	0.01	0.001	-0.004
Si	2.735	10.877	12.26	-0.003	0.006	0.001
Si	5.443	13.596	12.237	-0.01	0.002	-0.001
Si	8.153	0.005	12.251	-0.008	-0.011	0.008
Si	10.873	2.736	12.249	0.016	0.002	0.006
Si	8.158	5.454	12.251	0.001	0.003	0.004
Si	10.878	8.158	12.23	0.002	0.004	-0.002
Si	8.158	10.873	12.229	0.002	-0.002	-0.001
Si	10.879	13.598	12.235	0.002	0.002	-0.002
Si	13.604	0.007	12.239	-0.005	-0.002	0.005
Si	0.001	2.719	12.211	-0.006	-0.002	0
Si	13.596	5.434	12.238	-0.002	-0.01	0.001
Si	0.002	8.151	12.253	-0.002	0.003	0.004
Si	13.609	10.863	12.253	-0.002	0.006	0.007
Si	0.016	13.595	12.249	0.007	0.006	0.004
Si	1.354	1.373	13.581	-0.004	-0.001	0.001
Si	4.075	4.088	13.602	-0.009	0	0.002
Si	1.356	6.791	13.618	-0.002	-0.005	0.012
Si	4.1	9.515	13.618	-0.001	-0.002	0.002
Si	1.381	12.24	13.619	0.006	-0.006	0.007
Si	4.08	14.955	13.587	0.006	-0.005	0
Si	6.783	1.367	13.605	-0.003	0.001	0.003
Si	9.523	4.103	13.615	-0.006	0.004	0.006
Si	6.8	6.818	13.615	-0.008	0.01	0.003
Si	9.516	9.515	13.589	0.002	0.005	0.003
Si	6.801	12.229	13.591	0.007	0.01	-0.001
Si	9.525	14.958	13.598	0.007	-0.009	0.006
Si	12.24	1.373	13.594	0.001	0	0.004
Si	14.964	4.065	13.579	0.01	-0.007	0.001
Si	12.231	6.795	13.589	0.008	-0.001	0
Si	14.967	9.499	13.624	-0.005	0.001	0.012
Si	12.238	12.235	13.591	-0.007	0.006	-0.004
Si	14.967	14.962	13.592	-0.005	0.004	0.001
Si	0.001	0.017	14.943	0.001	-0.005	0.003
Si	2.696	2.737	14.953	0.01	0.008	0.005
Si	-0.008	5.405	14.959	-0.01	-0.003	0
Si	2.736	8.148	14.968	-0.002	0.002	-0.001
Si	0.024	10.865	14.968	0.003	0.012	0.002
Si	2.758	13.596	14.978	-0.002	0.004	-0.005
Si	5.411	0.003	14.955	-0.004	-0.007	-0.003
Si	8.148	2.737	14.95	-0.004	-0.005	0.002
Si	5.427	5.459	14.96	0.001	0.003	-0.007
Si	8.166	8.176	14.979	-0.005	0.002	-0.001
Si	5.469	10.871	14.982	-0.002	-0.004	0.003
Si	8.159	13.586	14.942	-0.001	-0.006	0.007
Si	10.886	0.01	14.949	0.002	-0.006	0.003
Si	13.601	2.732	14.953	-0.001	-0.002	-0.002
Si	10.873	5.477	14.987	0.007	0.004	0
Si	13.598	8.116	14.966	-0.009	-0.003	0.004
Si	10.875	10.87	14.943	0.01	0.004	0.001
Si	13.602	13.596	14.94	0.002	-0.008	0.001
O	8.833	9.929	33.339	-0.002	0.029	-0.479
O	0.303	13.745	29.109	-0.085	0.406	0.115
O	4.683	13.083	32.372	-0.04	-0.643	-0.165
O	11.864	9.09	22.95	-0.2	0.002	-0.165
O	0.976	5.491	25.093	-0.479	0.185	-0.145
O	7.897	-0.776	25.976	-0.175	-0.269	-0.368
O	13.545	2.951	25.341	-0.532	0.205	-0.031
O	6.051	1.648	33.325	0.109	-0.157	-0.539
O	3.373	12.341	25.538	0.172	0.096	-0.145
O	10.984	3.056	32.492	-0.061	-0.479	-0.194
O	6.521	3.34	23.053	0.095	-0.251	0.079
O	8.17	0.111	22.152	0.179	0.134	0.319
O	3.483	9.816	33.189	-0.019	-0.05	-0.322
O	3.383	15.153	33.426	0.024	-0.039	-0.39
O	6.106	8.94	22.963	-0.085	-0.177	-0.017
O	4.187	3.313	32.492	-0.318	-0.201	-0.205
O	14.288	15.095	33.395	0.248	0.003	-0.389
O	0.666	7.002	33.188	-0.108	-0.103	-0.278
O	8.209	10.33	22.658	0.606	-0.301	0.027
O	3.704	13.945	29.986	-0.199	-0.264	-0.205
O	11.996	14.505	30.979	-0.271	-0.125	0.405
O	9.816	1.922	23.01	-0.098	0.168	0.407
O	1.887	11.718	32.409	0.021	-0.136	-0.394
O	6.359	0.961	27.273	-0.323	0.301	-0.21
O	-0.919	7.722	25.849	0.104	0.537	-0.239
O	8.906	4.439	33.316	-0.164	-0.138	-0.481
O	6.223	14.892	22.905	-0.264	0.26	0.493
O	1.497	0.373	32.472	-0.059	0.514	-0.146
O	-0.212	13.003	33.303	-0.22	-0.237	0.154
O	12.335	5.394	32.448	-0.319	0.432	-0.552
O	0.95	3.634	23.201	-0.136	-0.219	0.065
O	10.543	8.482	25.162	-0.025	0.399	0.186
O	4.458	6.98	23.142	0.321	-0.386	0.186
O	8.246	11.09	25.305	0.461	-0.343	0.235
O	-0.237	-0.273	30.569	-0.147	-0.037	0.246
O	7.015	0.282	29.712	0.536	0.356	-0.206
O	8.981	3.935	27.197	-0.428	-0.03	0.121
O	14.385	12.063	25.968	0.399	-0.216	-0.12
O	1.141	9.426	23.107	-0.361	0.073	0.288
O	4.394	1.809	23.108	-0.28	-0.227	0.414
O	-0.247	12.101	30.967	-0.167	-0.657	-0.011
O	4.888	5.733	31.785	-0.066	0.167	0.445
O	5.063	13.075	27.569	-0.483	0.265	0.387
O	4.479	12.863	22.856	-0.088	-0.152	0.197
O	13.524	5.381	22.15	0.204	0.101	0.183
O	14.391	5.391	25.231	-0.401	-0.263	-0.245
O	11.071	7.157	30.061	-0.186	0.2	-0.296
O	8.059	5.29	22.197	-0.013	0.046	0.413
O	12.972	7.516	24.784	-0.451	-0.373	0.141
O	7.587	12.229	32.621	-0.547	0.158	-0.338
O	4.544	-0.238	28.665	0.134	-0.255	-0.451
O	3.383	5.625	26.036	0.269	0.181	-0.071
O	9.634	12.329	23.375	0.429	-0.075	0.584
O	-1.208	14.043	24.407	-0.444	0.573	-0.055
O	12.118	1.3	24.036	-0.124	-0.518	-0.08
O	5.677	15.115	31.286	-0.293	0.47	0.189
O	-0.559	2.936	32.184	0.247	-0.2	-0.434
O	3.698	4.188	30.07	-0.284	0.125	-0.406
O	11.981	11.893	30.395	0.424	-0.194	0.432
O	9.67	6.903	23.351	0.185	-0.034	0.195
O	11.267	13.933	22.212	-0.087	0.044	0.559
O	-0.498	8.986	28.076	0.34	0.218	0.087
O	-1.487	-0.006	28.172	0.464	0.028	-0.144
O	12.2	0.021	27.696	-0.189	-0.029	-0.284
O	11.704	3.748	23.084	-0.158	0.228	0.559
O	7.311	11.719	27.829	0.566	-0.058	0.475
O	-0.081	14.108	26.626	0.151	0.116	-0.137
O	10.296	7.985	32.436	-0.237	-0.484	-0.192
O	13.368	-0.394	22.105	0.104	-0.035	0.44
O	1.361	7.204	27.1	0.219	-0.022	0.333
O	-0.882	11.524	28.531	0.396	0.183	-0.256
O	2.77	-0.025	22.17	-0.094	-0.147	0.217
O	10.492	1.931	27.811	0.142	0.324	0.264
O	12.172	0.276	32.546	-0.59	0.46	-0.204
O	7.306	6.341	32.43	0.343	-0.084	-0.344
O	6.322	6.876	27.304	-0.268	-0.203	-0.024
O	14.676	1.432	23.38	0.222	0.35	0.225
O	-1.214	7.08	23.288	0.22	0.087	0.152
O	1.833	10.183	25.571	0.042	-0.067	0.464
O	13.607	10.785	32.578	0.114	0.283	-0.132
O	13.667	14.434	26.691	-0.291	-0.38	0.38
O	-0.275	3.316	25.577	0.199	-0.392	0.12
O	12.685	8.521	31.655	0.17	-0.372	0.066
O	3.702	9.485	23.784	0.115	0.599	0.008
O	11.02	0.471	30.028	-0.371	0.098	0.41
O	9.602	13.551	26.839	-0.034	-0.014	-0.587
O	8.552	1.68	26.004	-0.023	0.209	-0.106
O	13.441	10.215	27.627	-0.227	-0.217	0.057
O	-0.796	6.415	28.209	0.334	-0.093	0.232
O	13.567	0.176	30.408	-0.111	0.241	0.004
O	13.71	10.901	22.146	-0.011	0.231	0.427
O	8.382	6.046	28.494	0.42	-0.003	0.173
O	9.394	12.021	30.824	-0.31	-0.257	0.017
O	9.659	13.926	32.716	0.107	0.554	-0.375
O	4.926	3.51	25.092	0.397	0.241	0.158
O	10.92	5.599	27.968	0.266	0.155	-0.515
O	14.423	4.142	27.555	-0.256	-0.508	0.166
O	1.522	12.229	27.264	-0.118	-0.51	0.291
O	-1.084	8.742	32.313	0.094	-0.15	-0.291
O	2.347	14.711	27.826	0.03	0.229	-0.342
O	13.996	0.442	25.741	0.464	-0.371	0.041
O	6.012	12.796	29.968	0.238	-0.645	0.134
O	14.282	4.369	33.691	0.087	0.034	-0.184
O	-1.077	4.583	30.076	0.517	0.375	0.096
O	3.985	3.582	27.534	-0.359	-0.133	-0.02
O	7.794	0.096	32.264	0.594	0.189	-0.27
O	6	4.751	28.824	0.166	-0.294	0.016
O	5.315	8.136	25.341	-0.404	-0.031	0.264
O	9.538	6.132	25.943	0.28	-0.448	-0.197
O	6.369	1.237	24.709	-0.098	-0.446	-0.295
O	2.357	3.282	25.444	0.033	-0.617	0.137
O	10.598	9.679	30.425	-0.418	0.07	-0.355
O	14.053	13.414	29.758	0.047	0.228	0.083
O	10.244	11.458	28.45	-0.141	-0.298	-0.119
O	1.331	14.211	31.608	0.254	-0.098	0.172
O	-0.485	12.537	22.481	0.052	-0.281	0.141
O	5.414	8.212	32.26	0.259	0.191	-0.441
O	0.924	12.445	24.654	-0.152	-0.157	-0.012
O	5.698	11.236	25.823	-0.401	-0.527	-0.153
O	11.661	12.43	33.401	0.154	-0.195	-0.519
O	5.473	13.77	25.104	-0.086	0.719	0.377
O	2.315	-0.18	30.041	0.107	0.561	-0.03
O	7.391	14.257	28.156	-0.042	0.44	0.127
O	11.797	12.071	26.464	-0.114	-0.051	-0.525
O	9.555	-0.485	28.055	-0.33	-0.06	-0.018
O	2.652	11.125	21.912	0.004	0.052	0.068
O	-1.094	2.054	29.768	0.105	0.322	-0.33
O	11.221	4.511	30.296	-0.482	-0.233	-0.11
O	14.301	9.809	30.112	0.056	-0.019	0.053
O	13.301	3.183	31.231	-0.095	-0.353	-0.145
O	6.431	7.028	30.034	0.071	0.27	0.037
O	7.002	12.458	23.396	0.009	0.095	-0.43
O	13.188	5.888	29.172	0.165	0.526	0.113
O	2.686	5.366	22.229	-0.083	0.2	0.389
O	2.244	7.688	24.756	0.115	-0.192	0.015
O	11.639	13.666	28.551	-0.18	0.67	-0.009
O	7.869	7.778	25.109	-0.236	-0.018	-0.163
O	2.379	5.217	32.229	-0.091	0.045	-0.22
O	8.079	14.298	30.804	0.253	-0.143	-0.398
O	5.318	2.236	29.324	-0.031	0.034	0.582
O	7.089	9.328	26.972	0.228	-0.161	0.642
O	10.604	3.025	25.334	0.33	0.305	0.042
O	12.733	10.094	25.144	0.309	0.17	-0.287
O	1.077	14.558	23.103	0.048	-0.074	0.55

Results
total energy: -101653.988 eV
total energy less fixed offsets of O -438.35, Si -107.03 eV per atom: -0.788 eV
